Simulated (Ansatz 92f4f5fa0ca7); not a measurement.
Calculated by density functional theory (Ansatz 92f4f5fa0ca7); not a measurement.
Periodic cell of 228 atoms, Si140O88, from a study of silicon, its oxide and their interface. The atomic structure is a simulated model.
This geometry differs little from another in the collection (a relaxation step or a small displacement).

Settings
functional: r2SCAN
potential files: Ansatz PAW
basis: plane waves
wave-function cutoff: 800 eV
density cutoff ratio: 5
exchange-correlation grid ratio: 1
k mesh: 1 x 1 x 1, shifted by 0.5 0.5 0 of a step
self-consistency stop: 1e-10 eV per atom in the density residual
occupations: fixed
spin: none
net charge: 0

Cell vectors (angstrom)
a 10.887 0 0
b 0 10.887 0
c 0 0 32.788

Atoms: element, x, y, z (angstrom)
Si 1.142 4.6199 -8.4076
Si 5.2407 2.6591 3.1234
Si -7.2971 3.501 1.6465
Si 0.0712 8.7428 -7.4258
Si 8.8776 -1.7804 1.4227
Si 2.5618 2.9013 -16.6705
Si 0.5126 10.1041 -1.8959
Si 4.4062 8.3582 -5.972
Si 0.0898 2.8123 2.5894
Si -9.5853 1.4022 -1.3215
Si 2.7352 5.3879 2.8008
Si 5.5198 8.3218 2.8734
Si 8.4803 -1.03 -0.8036
Si 12.6788 1.8896 1.1915
Si 10.1915 4.7263 1.435
Si 19.0148 7.6854 -10.9321
Si -3.6594 7.3206 1.6368
Si 2.7524 0.104 2.5259
Si 1.0404 6.3989 1.5875
Si -0.1008 8.2001 2.6124
Si 3.7311 7.5348 -3.2885
Si 8.0554 0.036 2.735
Si 4.7241 10.0894 1.5173
Si 8.2877 5.5085 2.6957
Si 1.3689 4.0434 4.1632
Si 3.9212 1.2328 4.3088
Si 1.3511 9.5877 3.8883
Si 4.1132 6.8394 4.0694
Si 6.8302 4.1333 4.0611
Si 9.5523 1.419 3.9407
Si 6.841 9.6024 4.273
Si 9.5673 6.8368 4.1473
Si 0.0122 0.0384 5.347
Si 2.6421 2.6968 5.5707
Si 0.0187 5.4375 5.4762
Si 2.6752 8.2009 5.3621
Si 5.3991 -0.041 5.5888
Si 8.179 2.7247 5.3972
Si 5.4778 5.4804 5.4482
Si 8.203 8.1769 5.5122
Si 1.2908 1.3454 6.8664
Si 4.0785 4.089 6.7951
Si 1.3703 6.8204 6.7852
Si 4.0335 9.4668 6.855
Si 6.8017 1.3696 6.8072
Si 9.5198 4.0822 6.8046
Si 6.8203 6.8207 6.8404
Si 9.5666 9.5583 6.782
Si -0.0523 2.72 8.21
Si 2.7106 -0.0007 8.1834
Si -0.0146 8.1529 8.1429
Si 2.724 5.4583 8.1638
Si 5.414 2.7057 8.1443
Si 8.1521 -0.0286 8.1545
Si 5.4141 8.1134 8.2063
Si 8.1881 5.4565 8.1773
Si 1.3415 4.1109 9.5333
Si 4.0895 1.3461 9.5757
Si 1.3555 9.4898 9.4539
Si 4.0888 6.7498 9.5803
Si 6.7829 4.0682 9.4205
Si 9.4783 1.328 9.5231
Si 6.7917 9.4728 9.5398
Si 9.5323 6.8196 9.5889
Si 0.0017 -0.0702 10.7889
Si 2.7082 2.7621 10.8942
Si 0.0096 5.4556 10.9696
Si 2.6875 8.1693 10.8326
Si 5.4568 -0.0749 10.9325
Si 8.0542 2.6999 10.7774
Si 5.489 5.3382 10.864
Si 8.1227 8.1358 10.9813
Si 1.3128 1.3319 12.1217
Si 4.1355 4.0437 12.2896
Si 1.4227 6.866 12.3074
Si 4.0186 9.4654 12.2579
Si 6.8316 1.3189 12.2397
Si 9.3927 4.0257 12.1335
Si 6.7872 6.648 12.3125
Si 9.5464 9.5534 12.2477
Si 2.1239 -3.4607 23.3231
Si -13.6761 -5.6889 13.717
Si 0.4646 5.3731 16.0388
Si 13.7052 -5.666 15.7198
Si 5.3867 2.515 13.6422
Si 11.256 -7.9176 15.3306
Si 4.974 7.6422 13.4453
Si 9.7377 6.5414 14.7224
Si 10.3952 4.2643 20.0101
Si 0.011 -2.6347 13.6377
Si -10.9209 0.8792 16.3882
Si 3.253 5.8901 13.4863
Si 6.8939 3.4715 15.1312
Si 17.2135 -0.0808 17.8773
Si 3.9572 12.1157 15.07
Si 1.193 9.8379 15.0176
Si -2.189 0.5018 13.4691
Si 8.5609 0.8317 15.8323
Si -10.8239 7.7 18.0675
Si -2.3789 7.2871 16.4994
Si 5.9814 -7.8148 17.9902
Si 5.609 -7.755 22.6802
Si 3.6822 12.1293 27.5229
Si 3.0379 2.656 29.2831
Si 1.3286 -14.4142 31.5288
Si -1.3073 1.5013 27.125
Si 18.1275 -5.4452 23.4474
Si -17.2539 -22.4365 16.4801
Si -8.4992 1.9105 20.6732
Si -7.1337 3.2533 25.2106
Si 25.7625 6.9082 16.868
Si 1.0108 21.1934 27.8107
Si 4.8634 0.4221 21.9031
Si 31.3038 16.8506 25.5394
Si 16.4165 8.1986 15.6654
Si 5.5686 20.2182 31.3971
Si -8.3368 8.8499 16.7071
Si 5.4349 -26.9242 25.8369
Si -4.054 -10.3077 28.088
Si 16.8932 13.8287 32.9201
Si 15.0353 -17.5361 20.1796
Si 7.1624 16.6706 27.4103
Si 11.0659 -25.6789 21.0456
Si -17.2426 31.0619 24.0492
Si -4.2239 8.6372 27.2724
Si 6.2408 12.0268 34.4664
Si 16.1747 4.9321 29.5255
Si -0.9979 5.3873 31.216
Si 0.0553 3.2073 29.3378
Si 7.7626 5.2065 18.6781
Si -14.7309 9.4482 24.279
Si -4.1864 1.0385 30.9258
Si 20.2984 -10.3714 24.3718
Si 6.9589 5.5116 32.052
Si -8.2543 0.0295 13.5448
Si 10.4072 2.285 13.2742
Si -5.9148 6.7228 19.0285
Si 22.8731 2.2594 18.021
Si 10.8201 2.4461 22.3628
Si 6.3511 -1.5537 19.8976
O -5.1373 5.2958 -1.7682
O 16.8769 6.0006 -8.4634
O -4.9588 3.6866 -16.3197
O 34.4703 1.4364 -13.5483
O -9.6602 -13.5079 -8.4288
O -17.0066 9.3854 0.0153
O -16.0368 -11.5561 -11.6765
O 12.1889 -13.0696 -15.0062
O 9.5114 -24.4696 -15.3427
O 16.3883 10.8425 -1.9796
O -11.6176 -17.2538 -0.2216
O -2.9129 22.9692 -5.6634
O 29.0303 1.3022 -3.3316
O -33.2785 -17.2116 -2.9001
O 16.7899 34.25 -10.4626
O 10.2565 -11.72 24.7197
O 20.9096 -8.1366 28.0706
O 22.9628 8.9475 31.8163
O -14.7006 4.1866 33.0136
O -16.5245 -31.9289 27.721
O 3.7451 23.6412 26.0237
O -6.574 17.7687 26.1177
O -3.7128 8.9804 31.4739
O -3.2601 -2.3934 20.5228
O 7.8425 21.7962 24.27
O -3.7657 -2.8041 16.1564
O -16.5959 -35.2967 19.5311
O 4.6829 3.6459 18.7627
O 26.2107 6.1871 28.9651
O -10.5265 3.6586 23.3442
O 2.4356 11.0554 27.5308
O -2.5631 16.6616 31.2307
O 11.8793 9.8194 29.3597
O -1.8062 16.0328 19.606
O 37.4537 -2.5599 30.4216
O 15.2487 3.1183 23.7189
O 4.0159 9.4114 25.617
O -13.8978 0.5071 31.9224
O 0.3327 -15.5876 17.5029
O -14.5063 7.3089 27.9944
O -19.369 18.0393 30.3369
O -9.5978 -9.1661 21.8321
O 14.32 8.3924 28.1381
O 10.9899 13.0751 30.6225
O -15.1664 6.7744 32.9876
O 12.6658 17.5275 32.8992
O 15.5831 -17.4699 26.0009
O 6.9476 -7.0302 23.233
O 20.6654 -9.2577 25.5197
O 47.5321 -15.9317 19.9987
O 8.1474 16.7679 17.2606
O 32.7028 26.9404 25.4372
O 0.2178 14.3696 18.7469
O 1.62 -7.4768 28.8908
O 17.3458 -15.7384 19.1671
O 6.1213 2.4487 31.3857
O 10.5685 -21.4384 27.6559
O -2.8954 -19.3865 15.7158
O -14.1344 32.6417 16.8845
O -11.8861 -3.3425 25.6141
O 11.6844 -12.6821 26.773
O -14.4576 6.2802 22.0614
O 7.827 8.5753 23.1668
O 17.9843 9.8756 28.2143
O 36.8239 -0.2575 23.1988
O 46.313 25.2675 20.5537
O 24.4687 45.3621 30.6655
O 14.5912 -9.8477 20.973
O -0.9906 -9.6018 23.0236
O 4.5077 25.364 33.055
O -19.7921 16.7304 23.7041
O -14.4142 25.4218 18.5936
O 32.6288 -3.1479 19.6552
O 13.1108 -7.1515 25.175
O 6.01 1.4855 18.2505
O -11.0121 -4.1345 31.1494
O -2.2502 -5.2525 24.2283
O 34.1293 7.5575 21.8411
O 25.4186 -24.6146 23.3803
O 29.0673 30.5888 25.7714
O -21.3537 -27.2642 20.7457
O -0.8509 -7.7724 21.1041
O 4.2704 -28.9791 29.5268
O -2.2347 5.4495 26.8221
O -16.5675 -6.9374 21.3535
O 6.6194 -17.006 28.5858
O -11.9997 -0.9973 30.9933
O 9.7055 -3.5601 21.8668

Results
free energy: -139731.921 eV
free energy less fixed offsets of O -570.45, Si -639.56 eV per atom: 6.079 eV

Forces (eV/angstrom), in the order of the atoms: element, x, y, z
Si 0.0053 -0.0033 0.0781
Si -0.0051 -0.0037 0.0132
Si 0.0152 -0.0137 -0.0403
Si -0.0029 0.0024 0.0801
Si 0.0025 -0.0046 0.0135
Si -0.0095 -0.0028 0.0256
Si 0.0119 -0.0276 -0.0326
Si 0.0208 -0.0102 0.0348
Si 0.02 0.0119 0.0074
Si -0.0065 0.041 -0.0932
Si -0.0043 0.0044 0.0072
Si -0.0071 -0.005 0.0137
Si 0.0014 0.0342 -0.0803
Si 0.005 -0.0134 0.0283
Si -0.0077 -0.0056 -0.0719
Si -0.0118 0.0114 0.0463
Si -0.0207 -0.0242 -0.0554
Si 0.0033 0.0284 0.0023
Si 0.0297 0.0072 -0.06
Si -0.0114 -0.0024 0.0002
Si -0.0007 -0.0042 -0.0368
Si -0.0063 -0.0019 0.0056
Si -0.0021 -0.0265 -0.0591
Si 0.0019 -0.0021 0.0043
Si -0.0105 -0.0011 -0.0044
Si 0.0037 -0.0015 0.0023
Si 0.003 0.0021 0.0089
Si 0.0016 0.0036 -0.0022
Si 0.0006 -0.0071 -0.0067
Si 0.002 -0.0013 0.0049
Si 0.0024 0.0007 -0.0062
Si -0.004 0.0032 0.0058
Si -0.0013 -0.0017 0.0015
Si 0.0042 -0.0005 0.0011
Si 0.0005 -0.003 -0.0078
Si 0.0001 -0.0025 -0.0039
Si -0.0035 0.0043 -0.0027
Si -0.0041 -0.0001 -0.0012
Si -0.0006 -0.0008 -0.0073
Si -0.0033 -0.0023 -0.001
Si -0.0005 -0.0003 -0.0064
Si -0.0014 -0.0009 -0.0038
Si 0.0014 0.001 -0.0027
Si 0.002 -0.0019 -0.0066
Si -0.0004 -0.0057 -0.0077
Si 0.0007 -0.0007 -0.0056
Si -0.0027 -0.001 -0.0045
Si -0.0022 0.0027 -0.0026
Si -0.001 0.0018 -0.0063
Si 0.0008 0.0003 -0.0051
Si -0.0015 -0.0018 -0.0079
Si -0.002 -0.0026 -0.0056
Si -0.003 -0.0003 -0.008
Si -0.0016 -0.0009 -0.0078
Si 0.0016 0.0025 -0.0047
Si 0.0005 -0.0017 -0.0049
Si 0.0019 0.001 -0.0022
Si 0.003 -0.0015 -0.0082
Si -0.0007 -0.001 -0.0048
Si -0.0015 -0.0002 -0.0061
Si -0.0026 -0.0034 -0.0005
Si -0.0015 -0.0029 -0.0053
Si -0.0006 0.0004 0.0005
Si 0.0006 0.002 -0.0065
Si 0.0044 -0.0055 -0.0016
Si -0.0034 -0.0001 -0.0003
Si -0.005 -0.0054 -0.0015
Si -0.0052 0.0052 -0.0028
Si 0.0022 -0.0042 -0.0047
Si -0.0043 0.0068 -0.0003
Si 0.0052 -0.0076 -0.0061
Si -0.0041 -0.0007 -0.0013
Si 0.008 0.0082 -0.0019
Si -0.0069 -0.004 -0.0017
Si 0.0111 0.0053 -0.0024
Si 0.0099 -0.0062 -0.0012
Si -0.0067 -0.0055 0.0031
Si 0.0072 -0.0039 0.0012
Si 0.0045 0.0074 0.0047
Si -0.0076 0.0036 0.0089
Si 0.0084 0.0052 0.0841
Si -0.0063 -0.0044 -0.0041
Si -0.014 0.0162 0.0011
Si 0.0091 -0.0106 -0.0055
Si 0.0108 0.0067 -0.0036
Si 0.0009 -0.0209 -0.0297
Si 0.0003 0.0104 0.0138
Si -0.0201 0.0007 0.0081
Si 0.0102 -0.0276 0.0403
Si 0.0087 -0.0134 -0.0009
Si 0.0139 0.0058 0.0533
Si 0.0002 -0.0052 -0.0043
Si 0.0096 0.0057 -0.0447
Si 0.0401 0.0428 0.003
Si 0.0022 -0.0004 0.003
Si 0.0047 0.0282 0.0065
Si 0.0045 -0.0088 0.0279
Si 0.0189 0.0248 -0.089
Si -0.0121 -0.0147 0.0174
Si -0.0047 -0.0024 -0.0412
Si 0.0016 0.0147 -0.0286
Si -0.0045 -0.0027 0.065
Si 0.0059 0.0012 0.0324
Si 0.0252 0.0236 -0.0577
Si 0.0173 0.0042 -0.092
Si -0.0019 -0.0031 0.054
Si -0.0106 0.0005 0.0996
Si 0.0053 0.0248 0.0151
Si -0.0187 -0.0035 0.0375
Si 0.0148 0.0054 0.0968
Si 0.0031 -0.0011 0.0423
Si 0.0195 0.0221 0.0144
Si -0.0119 0.0007 0.0535
Si -0.0239 -0.0053 0.1067
Si -0.0088 -0.0313 -0.072
Si 0.0001 -0.0197 -0.0871
Si -0.0088 0.001 -0.0081
Si 0.0203 -0.0022 0.0736
Si -0.0114 0.0046 0.0022
Si 0.029 0.0268 -0.0673
Si -0.0021 -0.0035 0.0265
Si -0.0268 -0.0033 -0.0161
Si 0.0177 0.0049 0.0546
Si -0.0046 -0.0117 0.0697
Si -0.0315 -0.0152 0.0691
Si -0.0086 -0.0106 0.0196
Si -0.002 -0.0092 -0.0287
Si 0.0018 0.013 -0.0956
Si 0.0207 0.0305 -0.0347
Si 0.0009 0.0057 -0.0063
Si -0.0036 -0.0051 0.076
Si 0.0135 -0.0272 -0.0864
Si 0.0051 -0.005 0.0865
Si -0.0095 -0.0151 -0.0934
Si -0.0078 -0.0011 -0.0033
Si -0.0041 0.0025 -0.0192
Si -0.0012 -0.0044 -0.0121
Si -0.0297 -0.008 -0.1054
Si -0.0096 -0.0079 0.0788
Si -0.0047 0.0207 0.0244
O 0.0242 0.0114 0.0521
O 0.0175 -0.0042 -0.0698
O -0.0168 0.0007 0.0608
O 0.0222 -0.0287 0.0125
O 0.0226 -0.01 -0.0388
O -0.0117 0.0197 0.0949
O 0.0199 -0.0149 -0.0255
O -0.0158 0.0024 0.0003
O 0.0148 0.0184 0.0261
O 0.0107 0.0115 0.0491
O 0.0039 -0.0136 0.1125
O 0.013 -0.0072 -0.0191
O -0.0025 -0.0067 0.0306
O -0.004 -0.0059 0.0255
O 0.0012 -0.0076 -0.0199
O -0.0176 0.0073 -0.0286
O -0.001 -0.0056 -0.002
O 0.0057 0.0234 0.012
O -0.0038 -0.0065 0.0323
O 0.0073 -0.0099 -0.0065
O 0.0001 0.0212 -0.0412
O -0.0178 -0.0063 -0.0221
O 0.0223 0.0106 0.034
O -0.0018 0.0054 -0.0151
O -0.0038 0.0034 -0.0153
O 0.0359 -0.0217 0.0242
O -0.0003 -0.0057 0.0122
O -0.0018 -0.0013 -0.0056
O -0.0042 0.0106 -0.0036
O -0.0135 -0.0213 -0.0364
O -0.0233 -0.0129 -0.0062
O -0.0048 0.003 0.0238
O -0.0026 0.0052 0.0206
O 0.0063 0.0044 -0.011
O 0.014 0.0213 0.0275
O 0.0196 0.0005 -0.0559
O 0.0091 0.0114 -0.0725
O 0.0095 -0.0038 0.0043
O 0.0068 0.0097 0.0225
O 0.0066 0.006 -0.0136
O -0.0229 0.0045 0.0349
O 0.0168 0.0051 -0.0188
O -0.0043 0 0.0073
O 0.016 -0.0597 0.0565
O 0.0162 0.0315 0.0744
O -0.0245 -0.005 0.1075
O -0.0252 -0.0168 -0.0339
O -0.0098 -0.006 -0.0369
O -0.0047 -0.0062 -0.0508
O 0.001 0.0052 -0.0094
O -0.0009 -0.0089 0.0187
O 0.0224 -0.003 -0.041
O -0.016 0.0152 -0.0172
O -0.0181 -0.0192 0.0201
O -0.0024 -0.0052 -0.0061
O -0.0013 0.0035 0.0696
O -0.0045 0.0016 -0.0073
O 0.0154 -0.0124 0.0351
O -0.0485 -0.0331 0.0502
O 0.0058 0.0051 -0.0281
O -0.0148 -0.0031 -0.0349
O 0.0029 0.0073 -0.036
O 0.0128 -0.0253 -0.0289
O 0.0113 0.002 -0.0048
O 0.0002 0.0227 -0.0379
O 0.0164 0.01 0.0001
O -0.0447 -0.0449 0.0704
O 0.0023 -0.0004 -0.0153
O 0.0087 0.0216 -0.0434
O -0.028 -0.0019 0.0576
O 0.0004 0.0142 -0.0332
O -0.0027 0.003 -0.0051
O -0.0001 0.0002 -0.0227
O -0.0159 0.0158 -0.0356
O -0.0147 -0.021 -0.0086
O 0.0028 -0.0011 0.0365
O -0.0174 -0.0048 -0.0551
O -0.0206 0.0036 -0.0518
O -0.0103 -0.0067 -0.0155
O 0.0098 0.0197 -0.0964
O -0.0066 0.0061 -0.017
O -0.0127 0.0166 -0.0341
O -0.0113 -0.0092 0.0091
O 0.0353 0.0203 -0.0265
O -0.0039 0.0138 -0.0339
O 0.0036 0.0158 -0.0013
O -0.0041 -0.0016 0.0411
O 0.0093 -0.0055 -0.0356

The program warned: the cutoff lies below the one the program advises for these potential files; the forces do not sum to zero within the program's tolerance; empty levels may hold ghost states of the PAW files; the exchange-correlation potential is rough where the density is thin.
